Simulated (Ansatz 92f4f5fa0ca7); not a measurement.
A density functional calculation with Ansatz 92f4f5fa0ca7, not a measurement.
Periodic cell of 214 atoms, Si131O81As2, from a study of silicon, its oxide and their interface. The atomic structure is a simulated model.
Doubt: the cutoff is far below the 930 eV that the study's wrapper takes by default for these files, so forces and energies are approximate.
This geometry differs little from another in the collection (a relaxation step or a small displacement).

Settings: functional PBE; potential files Ansatz PAW; basis plane waves; wave-function cutoff 580 eV; density cutoff ratio 5; exchange-correlation grid ratio 1; k mesh 1 x 1 x 1, Gamma-centred; self-consistency stop 5e-08 eV per atom in the density residual; occupations fixed; spin none; net charge 0.

Cell vectors (angstrom)
a  10.938  0  0
b  0  10.938  0
c  0  0  31.5432

Atoms: element, x, y, z (angstrom)
Si  10.3944  0.5979  24.3381
Si  6.0005  10.5176  24.1445
Si  2.0932  3.2579  24.1027
Si  8.6602  2.2863  24.2838
Si  0.4599  5.0636  24.15
Si  5.0242  5.9051  24.2221
Si  3.3612  7.6541  24.1594
Si  7.796  8.847  24.0103
Si  1.3071  1.4876  25.4658
Si  6.8862  1.3196  25.481
Si  3.9947  4.1111  25.34
Si  9.6347  4.1083  25.4156
Si  1.459  6.8247  25.3554
Si  6.87  6.9625  25.2558
Si  4.1948  9.5409  25.3378
Si  9.5003  9.6615  25.4413
Si  2.7555  0.0127  26.6472
Si  8.1922  -0.0004  26.9323
Si  -0.0161  2.7856  26.9139
Si  5.4288  2.7455  26.6695
Si  2.7232  5.4574  26.8314
Si  8.2045  5.5338  26.6354
Si  0.0174  8.2227  26.6502
Si  5.5202  8.2149  26.7931
Si  4.0998  1.3675  28.0741
Si  9.566  1.3868  28.2291
Si  1.3678  4.1348  28.2253
Si  6.825  4.1371  28.0293
Si  4.1266  6.8371  28.136
Si  9.586  6.8539  28.0559
Si  1.3832  9.5845  28.0497
Si  6.8216  9.5575  28.223
Si  0.0237  -0.0146  29.4969
Si  5.4431  0.0195  29.5052
Si  2.7478  2.7209  29.4991
Si  8.1658  2.7764  29.4915
Si  -0.0266  5.5032  29.5075
Si  5.4822  5.4623  29.4838
Si  2.7334  8.2126  29.4704
Si  8.2273  8.182  29.5005
Si  1.3673  1.3673  30.8594
Si  6.8362  1.3673  30.8594
Si  4.1018  4.1018  30.8594
Si  9.5708  4.1018  30.8594
Si  1.3673  6.8362  30.8594
Si  6.8362  6.8362  30.8594
Si  4.1018  9.5708  30.8594
Si  9.5708  9.5708  30.8594
Si  2.7345  0  0.6835
Si  8.2035  0  0.6835
Si  0  2.7345  0.6835
Si  5.469  2.7345  0.6835
Si  2.7345  5.469  0.6835
Si  8.2035  5.469  0.6835
Si  0  8.2035  0.6835
Si  5.469  8.2035  0.6835
Si  4.1212  1.3407  2.0476
Si  9.5468  1.3825  2.0389
Si  1.3377  4.1282  2.049
Si  6.8588  4.0727  2.0518
Si  4.0859  6.8605  2.0364
Si  9.5965  6.8077  2.049
Si  1.3812  9.558  2.0544
Si  6.8366  9.5659  2.0605
Si  -0.0314  -0.0086  3.3445
Si  5.4728  -0.0221  3.4767
Si  2.712  2.7218  3.3271
Si  8.1993  2.7021  3.4882
Si  -0.0122  5.4676  3.5064
Si  5.4784  5.4844  3.3234
Si  2.7454  8.2052  3.4771
Si  8.2334  8.178  3.3763
Si  1.3157  1.3708  4.6672
Si  6.8556  1.2977  4.8883
Si  4.0868  4.1188  4.6135
Si  9.551  4.0677  4.8925
Si  1.3695  6.8658  4.8797
Si  6.8592  6.8012  4.7065
Si  4.1239  9.5511  4.89
Si  9.5865  9.5565  4.7337
Si  2.6529  0.0487  6.0932
Si  8.2289  -0.147  6.2417
Si  -0.004  2.6486  6.1877
Si  5.4114  2.7773  6.0317
Si  2.7701  5.4171  6.1044
Si  8.1412  5.4475  6.2032
Si  0.0147  8.2929  6.2209
Si  5.5679  8.133  6.1798
Si  3.5165  1.9606  7.1409
Si  10.0299  0.8131  7.4223
Si  1.7958  3.654  7.3267
Si  6.2697  4.5021  7.376
Si  4.659  6.2527  7.2467
Si  9.1928  7.2158  7.359
Si  0.918  10.1615  7.4744
Si  7.4192  8.8841  7.4921
O  4.5437  6.4387  8.8892
O  1.4535  3.9984  8.9189
O  9.7852  6.6971  8.8193
O  1.3558  10.1265  9.1028
O  6.2142  4.1841  9.0145
O  3.8588  1.7218  8.7248
O  7.156  8.946  9.1501
O  9.6205  1.0352  9.0136
O  8.197  2.6057  22.7304
O  10.9405  5.5304  22.6234
O  5.5604  0.1062  22.6413
O  5.2788  5.3843  22.6726
O  2.099  2.7844  22.5095
O  3.2841  7.8327  22.5056
O  8.3662  8.7644  22.4424
O  -0.2066  11.2546  22.7535
Si  2.0971  2.9999  12.8978
Si  8.7597  1.2592  10.3678
Si  0.9507  4.3213  15.3847
Si  7.5493  5.6674  12.241
Si  2.3558  8.1821  21.2185
Si  5.3685  7.8401  12.4552
Si  9.2472  0.3628  15.4363
Si  2.81  -0.0591  16.6772
Si  10.5818  1.0197  12.6541
Si  7.6999  2.8594  21.2123
As  9.4868  8.5617  14.2027
Si  1.4774  4.7784  10.349
Si  4.4095  9.4927  19.1392
Si  11.0035  6.1014  21.0972
As  6.5003  10.3032  14.5304
Si  5.3304  0.749  21.1706
Si  2.4956  9.8176  10.2347
Si  0.3953  10.6407  21.3957
Si  5.7775  5.2969  21.1403
Si  3.6358  7.0774  10.0514
Si  9.0607  5.596  14.9499
Si  3.5369  4.1417  19.133
Si  9.9526  3.6838  19.2723
Si  4.1117  8.6691  15.3465
Si  0.3737  1.8222  17.1647
Si  6.729  7.5855  19.3063
Si  5.1667  3.6565  16.8216
Si  7.6953  5.0879  17.5501
Si  6.7126  9.9334  10.3686
Si  4.4956  1.1149  10.0572
Si  0.358  8.9314  12.0598
Si  9.0575  8.6544  20.9564
Si  4.4195  1.7537  14.6765
Si  2.3886  2.1016  21.0604
Si  6.4156  3.3755  10.4147
Si  3.2591  5.8884  16.7143
Si  9.9309  6.5502  10.4257
O  0.0276  2.6326  18.5394
O  2.7961  9.6489  15.5647
O  10.7816  4.8276  20.1022
O  7.6903  2.4325  10.0992
O  10.9001  5.2659  10.7698
O  6.5736  6.8218  12.882
O  10.4947  7.9678  11.0153
O  8.4421  6.2893  11.0314
O  5.2761  10.4994  20.0748
O  2.1567  3.7418  11.4302
O  7.8997  8.6138  19.8048
O  6.147  6.7905  20.6143
O  5.4465  2.6964  15.5414
O  1.2692  0.9285  20.7037
O  6.0392  9.1126  11.628
O  4.4788  4.9733  16.1355
O  6.5058  3.9885  17.689
O  10.6489  10.4276  12.0948
O  5.3413  0.615  13.9379
O  7.8281  5.2911  15.9465
O  9.8429  9.7594  15.4979
O  -0.6255  4.6571  15.3348
O  1.4986  6.8476  20.8018
O  1.3867  0.5242  17.266
O  6.5518  1.7696  20.8098
O  1.1178  1.6838  12.8412
O  3.0849  5.5173  18.3219
O  9.7497  1.8343  11.5238
O  1.0961  2.9008  16.1695
O  8.5772  5.2488  13.4337
O  11.1856  8.3159  13.5741
O  1.4043  9.4058  21.719
O  10.0497  9.941  20.6164
O  3.2971  0.2226  10.7494
O  5.1477  2.4018  10.8474
O  1.4896  4.1466  13.8671
O  8.0015  10.8182  10.8718
O  9.063  4.4885  18.1722
O  5.4654  9.5174  15.8184
O  5.6651  0.0447  9.7007
O  3.5472  2.5111  13.5024
O  1.8102  5.5369  16.0484
O  9.7165  1.0585  14.0288
O  4.3859  7.001  11.4829
O  4.6154  4.6076  20.2502
O  9.8713  1.2508  16.6388
O  6.6888  4.4029  11.6619
O  5.5116  8.4106  18.5968
O  8.9987  2.7683  20.2337
O  3.4445  1.1727  15.8356
O  4.1431  3.1134  17.9937
O  9.8433  7.2247  20.8904
O  3.4478  8.6463  9.6021
O  3.7348  7.3955  16.3044
O  7.6006  0.3578  15.5818
O  9.5084  7.1449  15.2489
O  3.8905  1.4923  21.137
O  1.894  9.1224  11.5851
O  2.2778  6.199  10.1984
O  7.3153  6.51  18.2369
O  7.1204  4.377  21.0645
O  4.4756  8.2779  13.7694
O  3.2619  8.6706  19.9658
O  2.3843  3.284  19.9182
O  3.6725  10.3468  17.9637

Results
free energy: -139051.666 eV
free energy less fixed offsets of As -4856.12, O -568.88, Si -635.61 eV per atom: 4.764 eV

Forces (eV/angstrom), in the order of the atoms: element, x, y, z
Si  -0.001  -0.0003  0.0014
Si  -0.0008  -0.0017  0
Si  0.0004  -0.0033  0.0022
Si  0.0009  -0.0042  0.0004
Si  0.0017  -0.0021  -0.0001
Si  -0.0006  0.0005  0.0008
Si  -0.0005  -0.0017  -0.0012
Si  -0.0012  -0.0001  0.0018
Si  0.0009  0.003  0.0037
Si  0.001  -0.0012  0.0068
Si  -0.001  0.001  0.0016
Si  -0.001  -0.0001  0.0043
Si  -0.0006  -0.0007  0.0045
Si  -0.0001  0.0009  0.0015
Si  -0.0012  -0.0008  0.0031
Si  -0.0029  -0.0008  0.0044
Si  -0.0006  0.0012  -0.0094
Si  0.0015  0.001  0.0059
Si  0.0011  -0.0009  0.0075
Si  -0.0018  0  -0.0083
Si  -0.0014  -0.0017  0.0037
Si  0.001  0.0008  -0.009
Si  0.0013  0.0036  -0.0084
Si  0.0036  0.0028  0.0028
Si  0  0.0011  0.0049
Si  -0.0031  0.0015  -0.0174
Si  -0.0016  -0.0016  -0.0191
Si  0.0011  -0.0041  0.0116
Si  -0.008  0.0046  0
Si  -0.0013  -0.0004  0.0061
Si  -0.0023  -0.0015  0.0099
Si  0.0015  0.005  -0.0181
Si  0.0017  -0.003  -0.0035
Si  0.0004  -0.0003  0.0059
Si  -0.0002  -0.001  0.0012
Si  -0.0021  0.0024  -0.0023
Si  -0.0008  -0.0005  0.0056
Si  0.0006  -0.0018  -0.0033
Si  0.0035  -0.0035  -0.0049
Si  0.0007  -0.0019  0.0015
Si  0.1453  -0.079  0.1036
Si  -0.1656  0.154  -0.0505
Si  0.1331  -0.082  0.0054
Si  -0.1844  0.1595  -0.0282
Si  -0.0137  0.2202  -0.0848
Si  0.094  -0.1495  0.0438
Si  -0.1615  0.0647  -0.0443
Si  0.1371  -0.0839  0.054
Si  0.0698  -0.1521  0.039
Si  -0.1365  0.0557  -0.0549
Si  -0.1488  0.1168  -0.0639
Si  0.1039  -0.1293  0.0624
Si  -0.1313  0.1103  -0.0503
Si  0.1195  -0.1979  0.0816
Si  0.1959  -0.103  0.0828
Si  -0.0298  0.1536  -0.0894
Si  -0.0009  0.0009  0.0011
Si  -0.0016  0.0025  -0.0022
Si  -0.0024  0.0042  0.0053
Si  0.0014  -0.0015  -0.0032
Si  -0.0032  0.0032  -0.0019
Si  0.0017  -0.0007  0.0001
Si  -0.0017  0.001  -0.0029
Si  0.0022  -0.0018  0.006
Si  0.0101  -0.0021  0.0142
Si  -0.0018  0.0015  -0.0073
Si  0.003  -0.0035  0.0117
Si  -0.0026  0.0056  -0.0053
Si  0.0023  -0.0004  -0.0107
Si  0.0041  -0.0066  0.0191
Si  -0.0015  0.0014  -0.0044
Si  -0.0057  0.002  0.0049
Si  -0.0012  -0.0002  -0.0063
Si  -0.0027  -0.0025  0.0105
Si  0.0015  0.0003  -0.0049
Si  -0.0012  -0.0023  0.009
Si  0.0004  0.0001  0.0068
Si  0.0012  -0.0002  -0.0058
Si  0.0033  0.0008  0.0089
Si  -0.0013  -0.0005  -0.0017
Si  -0.0053  -0.0016  -0.0065
Si  0.0028  -0.0018  -0.0011
Si  0.0018  0.0011  -0.0047
Si  -0.0006  0.0033  -0.0092
Si  0.0039  -0.001  -0.001
Si  -0.0047  -0.0027  -0.0047
Si  -0.0018  -0.0004  -0.0045
Si  0.0008  0.0007  -0.0016
Si  -0.0018  -0.0003  -0.008
Si  -0.0006  -0.0012  -0.0025
Si  0.0005  -0.0026  -0.0014
Si  0.0011  0.0023  -0.005
Si  -0.0004  -0.0006  -0.0029
Si  -0.0004  0.0076  -0.0048
Si  0.0008  0.0001  -0.0022
Si  -0.0038  -0.001  -0.0063
O  -0.0041  -0.0003  0.0067
O  0.0014  0.0008  0.0043
O  0.0034  -0.0021  0.0039
O  0.0006  -0.0002  0.0047
O  0.0014  -0.0039  0.0091
O  -0.0076  0.0083  -0.0018
O  0.0022  -0.0034  0.0021
O  0.0014  0.0008  0.0008
O  -0.0006  0.0005  -0.0044
O  0.0003  -0.0004  -0.0015
O  -0.0011  0.0034  -0.006
O  -0.0008  0.001  -0.0001
O  0.0003  -0.0002  -0.0022
O  0.0011  0  0.0006
O  -0.0003  -0.0003  -0.0013
O  0.0008  -0.0007  -0.0015
Si  0.0037  0.0029  0.0013
Si  -0.0093  0.0027  -0.0001
Si  -0.0066  0.0133  -0.0036
Si  -0.006  -0.0045  -0.0063
Si  -0.0018  -0.0012  0.0022
Si  -0.0027  -0.0007  -0.0052
Si  0.0055  0.0158  0.0112
Si  0.0029  -0.0006  0.0051
Si  0.0031  -0.0007  -0.0008
Si  -0.001  0.0002  0.0037
As  0.0038  -0.0166  -0.0174
Si  -0.0026  0.0034  -0.0034
Si  -0.0017  0.0024  0.0044
Si  -0.0015  0.0008  0.0009
As  0  -0.0113  -0.0208
Si  -0.0027  -0.002  0.0028
Si  0.0022  0.0001  -0.0002
Si  -0.001  0.0012  0.0025
Si  -0.0001  -0.0043  0.0027
Si  0.0019  -0.0021  -0.0039
Si  0.014  0.0134  0.0174
Si  0.001  0.0003  0.0037
Si  -0.001  0.0007  0.0041
Si  0.0044  -0.003  -0.0027
Si  -0.0014  0.0036  0.005
Si  0.0002  -0.0014  0.0036
Si  -0.0047  0.0141  -0.0068
Si  0.0024  -0.0014  0.0065
Si  0.0054  -0.0034  0.0021
Si  0.0044  -0.0043  0.0128
Si  0.003  0.0004  0.0017
Si  0.0021  -0.0007  0.0055
Si  -0.004  -0.005  -0.0044
Si  -0.0015  0  0.002
Si  0.0002  -0.0009  -0.0039
Si  0.0006  -0.007  -0.0026
Si  0.0014  -0.0048  0.0006
O  0.0028  -0.0049  -0.0065
O  -0.0003  -0.0009  0.0005
O  -0.0015  -0.0003  -0.0008
O  0.0024  0.0026  0.0087
O  -0.0009  0.0025  -0.001
O  0.0023  -0.0006  -0.0003
O  -0.001  0.0012  0.0032
O  -0.0029  -0.0024  0.0024
O  -0.003  -0.0012  0.0005
O  -0.0011  -0.0018  0.0022
O  -0.0036  -0.001  -0.0027
O  0.0004  0.0015  -0.0022
O  0  0.0134  0.0124
O  -0.001  -0.0011  -0.0009
O  -0.0029  -0.0017  0.004
O  0.0016  -0.0224  0.0166
O  -0.0129  0.0037  -0.0098
O  0  0.0023  -0.0023
O  -0.006  0.0073  0.0026
O  0.0198  0.0128  -0.0168
O  0.006  0.0054  0.0131
O  -0.0095  0.0101  -0.0114
O  0.0002  -0.0006  -0.0003
O  -0.0013  -0.0016  -0.0002
O  -0.0009  -0.0023  0.0007
O  0.0005  -0.0032  0.0024
O  0.0001  0.0002  -0.0059
O  -0.0015  -0.0007  -0.0055
O  -0.0014  0.005  -0.0005
O  0.0053  0.0076  0.0139
O  -0.0054  0.0016  -0.0011
O  -0.0001  -0.0002  -0.0008
O  -0.001  -0.0008  -0.0007
O  -0.0019  -0.0047  0.0003
O  0.0039  0.0015  0.0031
O  -0.0045  0.0058  0.0164
O  0.0014  0.0019  0.0032
O  -0.0102  0.0025  -0.0058
O  -0.0099  -0.0076  0.0058
O  -0.0026  0.0008  -0.0099
O  0.0009  -0.0019  0.0022
O  -0.0066  -0.0158  -0.0068
O  -0.0036  -0.0048  0.0005
O  0.0012  0.0015  -0.0004
O  -0.0033  -0.0015  -0.0026
O  0.0001  -0.005  -0.0022
O  0.0005  0.0029  -0.0031
O  0.0003  -0.0004  0.0003
O  0.0012  -0.0008  -0.0016
O  0.0022  -0.0026  -0.0035
O  0.0057  0.0033  -0.0064
O  -0.0004  -0.0005  -0.0006
O  -0.0031  -0.0004  0.003
O  -0.0018  -0.0049  -0.0013
O  0.0011  0.0023  0.0095
O  0.0056  -0.0541  -0.0073
O  0.0066  -0.0044  0.0006
O  -0.0028  -0.0008  0.0004
O  0.0033  0.0004  -0.0003
O  0.0027  -0.0023  -0.0019
O  0.0001  0.001  -0.0008
O  -0.0013  0.0012  0.0087
O  0.0027  0.002  -0.0041
O  0.002  0.0018  -0.0022
O  -0.0012  -0.0003  -0.001

The program warned: the cutoff lies below the one the program advises for these potential files; the forces do not sum to zero within the program's tolerance; the exchange-correlation potential is rough where the density is thin.
